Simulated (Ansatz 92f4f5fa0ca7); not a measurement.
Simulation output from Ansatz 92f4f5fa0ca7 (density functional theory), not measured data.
Periodic cell of 158 atoms, Si90O68, from a study of silicon, its oxide and their interface. The atomic structure is a simulated model.

Settings
functional: r2SCAN
potential files: Ansatz norm-conserving
basis: plane waves
wave-function cutoff: 1300 eV
density cutoff ratio: 4
exchange-correlation grid ratio: 1
k mesh: 2 x 2 x 1, shifted by 0.5 0.5 0.5 of a step
self-consistency stop: 5e-08 eV per atom in the density residual
occupations: Fermi-Dirac, 0.05 eV
spin: none
net charge: 0

Cell vectors (angstrom)
a  10.88  0  0
b  0  10.88  0
c  0  0  22.6089

Atoms and the computed forces on them: element, x, y, z (angstrom), force x, y, z (eV/angstrom)
Si  -0.5946  -0.2218  0.1754  -0.9775  0.4966  -0.3124
Si  4.4058  2.6584  -0.3677  0.1026  1.3759  1.2126
Si  -1.6677  4.0821  0.9944  -0.3158  1.3511  -0.6385
Si  2.8409  8.3963  -1.1647  -2.2437  -1.4839  0.6518
Si  4.6049  -0.9859  -1.2806  1.5595  1.3495  0.7257
Si  8.1936  2.2143  -0.024  0.6926  -1.7717  1.8206
Si  5.6166  4.4168  -1.461  -1.3443  0.6329  1.6271
Si  7.1987  5.7203  -0.2825  0.5477  1.4225  -0.12
Si  1.3919  1.2273  1.2015  2.6003  -0.6652  2.4988
Si  2.5018  3.2723  0.9318  0.0653  -0.5327  -1.2239
Si  1.5399  6.9844  1.3957  1.0685  -2.0152  -2.5737
Si  5.0992  10.3503  0.9664  -1.5113  -0.9163  1.1791
Si  6.7769  0.9958  1.516  -0.4344  1.28  0.0595
Si  11.4477  4.4356  0.4792  0.1145  -1.0174  -0.8726
Si  7.2985  7.0505  1.6395  -1.0608  -0.4983  -0.0671
Si  9.4852  9.2132  1.7741  -2.7032  -0.4756  -0.3339
Si  -0.1741  2.9882  2.9432  -0.7321  0.7411  -0.4528
Si  3.052  -0.1976  2.4547  -0.3819  1.5808  -1.0112
Si  -0.0782  7.7261  2.8306  0.9249  0.7829  0.5893
Si  2.747  5.6059  2.965  -1.3914  -1.8226  -0.3894
Si  5.6692  2.9116  2.527  -1.7906  -2.7247  -1.8223
Si  8.1215  0.0245  3.1264  0.7849  -1.3714  -1.3234
Si  5.5487  8.3816  2.3569  -0.0493  0.1731  1.2965
Si  8.1248  5.1994  2.7856  1.9536  1.1621  0.35
Si  1.2747  4.0918  4.3774  -0.1792  1.8567  -0.4245
Si  4.1458  1.5239  3.7208  -0.9358  -0.7566  0.4951
Si  1.4369  9.4405  3.7359  -0.0011  -0.0132  1.3394
Si  4.0765  7.15  4.0513  1.055  0.0505  -0.9664
Si  6.6284  4.1452  4.0362  0.3361  1.2399  2.4637
Si  9.4068  1.5594  4.2176  -0.9364  0.654  1.2358
Si  6.8116  9.351  4.2065  -0.0833  -0.8884  -0.7176
Si  9.8076  6.1831  4.3287  -2.2787  0.8227  -0.749
Si  -0.1575  -0.1519  5.1572  0.9124  0.2916  0.641
Si  2.5435  2.5164  5.2867  1.2621  -0.166  1.2676
Si  0.01  5.2543  6.0733  0.6254  -1.1185  0.1064
Si  2.7911  8.442  5.4958  -1.0577  -1.1156  -0.7112
Si  5.4773  0.1301  5.0492  -2.0111  -1.7517  -0.4018
Si  7.9565  2.8969  5.6144  -0.2983  -1.2401  -0.7211
Si  5.3915  5.7627  5.3685  -1.1285  -2.4639  -0.1944
Si  8.0432  7.6012  5.4423  0.8024  1.4557  -0.3181
Si  0.8966  1.4499  6.8101  1.1457  -1.1389  -1.6215
Si  3.7766  4.1541  6.6292  -0.0466  -0.5341  1.1988
Si  1.6086  6.8207  6.9247  -0.19  -0.5774  -0.2529
Si  4.2856  9.6709  6.7052  -0.939  1.1302  -0.018
Si  6.5364  1.2055  6.522  2.165  2.7967  2.3728
Si  9.2259  3.7708  7.3792  -0.4642  3.0198  -0.9709
Si  6.5935  6.6671  7.0244  1.5648  -0.4099  0.5105
Si  9.3542  9.2829  6.5466  0.9527  -0.924  -0.2089
Si  -0.8965  1.859  8.1942  -0.479  -2.2981  1.724
Si  2.3455  -0.0303  7.7632  2.5408  0.563  2.3998
Si  0.0192  7.9502  7.9923  -1.5721  2.209  1.0291
Si  2.5991  5.2204  8.3646  -0.6278  -0.3391  0.9511
Si  5.6697  2.5644  8.3784  1.7922  -2.5844  -1.207
Si  8.258  0.0516  7.7061  0.2319  1.3873  -0.6208
Si  5.5751  8.2874  8.1883  -0.3181  0.8491  -0.1464
Si  7.7956  5.3666  8.6956  0.5709  0.1517  -0.3445
Si  0.799  4.2651  10.8279  2.5267  -2.415  -1.7745
Si  4.8589  0.9199  9.6945  -0.4  -0.5318  1.4974
Si  1.354  9.4183  9.2126  1.1212  -1.9485  0.4677
Si  3.9938  7.4776  9.6539  0.1902  -2.2293  1.5391
Si  7.1358  3.6016  9.9216  -1.715  -0.4562  -0.0964
Si  9.757  2.0856  10.7381  -1.4993  -0.5045  -1.8873
Si  7.07  9.7447  9.2286  1.5022  -0.9024  2.3884
Si  9.3876  6.2766  10.3065  0.397  -0.8557  0.5646
Si  2.7308  0.4441  13.1406  0.8277  3.852  -0.1375
Si  0.9132  9.7135  11.6057  -0.7834  -0.0121  1.0216
Si  2.0723  4.7098  13.5707  -1.9382  -0.3029  1.7729
Si  7.5494  -1.7118  14.002  -0.6299  1.3384  -2.0418
Si  15.3813  3.2888  13.2049  -0.7353  -3.5206  -0.6385
Si  14.3183  8.6923  12.3315  0.8625  -0.9721  1.8313
Si  12.801  3.9011  16.6447  -0.8204  2.4919  -3.5609
Si  0.7058  -4.0662  15.2956  -2.1438  0.1614  0.2942
Si  9.0869  8.1948  11.5389  -3.6282  2.18  0.1603
Si  5.9067  2.3404  11.4263  -2.8141  0.9493  0.4515
Si  8.3438  2.4332  17.955  -1.5273  1.5017  -4.8056
Si  4.2725  1.1717  20.5275  -0.9267  -0.0328  -2.3501
Si  3.9635  -0.0587  15.7928  2.4115  3.0872  -1.5242
Si  7.4504  11.9843  12.5528  -1.6218  -1.3104  3.1332
Si  10.0263  5.0754  17.2634  3.2915  1.5284  -0.4912
Si  4.8721  -2.7076  15.0722  0.9222  -0.0266  1.0157
Si  17.3103  1.9967  15.1143  -1.6234  0.4499  2.2941
Si  8.9862  7.6057  18.4443  -1.6551  1.5558  3.8278
Si  6.9148  2.4827  19.6905  -0.1223  1.6137  -0.5395
Si  9.7806  8.9946  15.9056  -0.8674  1.894  0.2518
Si  -0.3199  0.0612  18.1897  -0.232  0.3188  -0.415
Si  3.7203  6.704  20.1123  -1.5031  -0.3636  -2.824
Si  14.1753  6.4093  16.9035  -0.3124  -1.6034  1.4588
Si  10.8633  -1.4223  20.1433  -1.9981  0.5763  0.5957
Si  6.3985  7.9998  20.275  4.4096  0.6586  -0.5327
Si  13.4173  1.2534  18.1257  1.1613  3.0893  0.1307
O  0.0819  1.5229  2.2169  2.2248  -0.8336  -1.3491
O  7.8792  -8.5634  -1.5933  -0.849  -0.2793  -0.5196
O  9.3682  1.1137  0.2997  0.2894  0.2362  -0.7103
O  -0.3535  -0.6864  -5.9143  -0.0697  0.8961  2.1984
O  1.1267  5.8881  0.0287  -0.6671  1.4744  2.1763
O  -1.0825  -0.8286  -1.1914  1.7606  -2.1181  -3.5524
O  3.0577  6.48  -4.0434  0.9814  0.2732  0.68
O  5.0417  -3.4285  -2.9815  2.2549  1.8453  -0.0694
O  6.2238  -12.1852  -1.7413  -1.7527  -2.3984  -0.4063
O  6.3482  -6.824  -2.837  0.452  -1.0349  -0.5538
O  11.8645  11.0804  0.0085  -0.7175  0.4329  0.0685
O  2.554  -3.0432  0.4043  0.1838  1.489  -0.1139
O  7.1549  13.065  -5.945  0.4444  0.3005  -0.7799
O  8.3104  8.1093  0.9189  1.9972  2.1987  1.4204
O  7.2612  6.9857  -1.3369  -2.0578  0.4164  -0.5994
O  8.8226  5.4123  -0.0734  -0.5723  -1.4761  -0.3072
O  -0.714  7.2034  9.2866  1.5129  0.4921  -2.1692
O  3.6376  4.5833  13.4426  1.1729  2.3897  0.1472
O  1.6428  4.2757  9.4051  -0.5595  0.9935  -0.8476
O  2.6457  -2.6899  9.3821  -3.28  2.7743  -0.8295
O  3.2464  11.4167  9.3723  1.3687  -0.0803  -0.6861
O  4.1063  18.897  13.6661  0.0893  -0.0857  1.1696
O  4.1876  7.7692  11.2676  0.6566  -0.0018  -1.394
O  0.3165  13.5817  10.9804  -0.43  0.3  0.8723
O  14.6314  21.166  12.4137  0.2131  -0.1517  -0.8705
O  4.3864  3.4996  8.2067  -0.5362  1.0552  -2.0966
O  8.6292  3.1999  10.347  1.4505  0.2601  0.3894
O  10.5193  5.2576  11.0323  -3.2607  2.2938  -0.8493
O  8.0458  8.0352  12.8786  0.816  1.081  -0.2589
O  8.8503  12.1378  11.8297  2.8762  -0.5941  -1.0032
O  19.61  9.7517  14.8996  1.3013  -0.9558  0.6198
O  12.6932  4.4465  11.9969  -0.1007  0.289  1.5513
O  4.6776  7.0155  16.2206  -1.531  -1.195  -0.2825
O  5.4484  -10.2542  15.2096  -1.2958  1.2579  1.139
O  1.2506  11.1097  12.4663  0.2232  -0.5255  -0.5594
O  10.98  8.3288  15.0815  -0.0005  -1.5913  -0.4914
O  0.7974  15.5044  17.5836  -2.5002  0.5505  -1.1121
O  10.214  9.328  11.9047  0.7368  -0.6102  -0.3293
O  8.9028  -2.7171  17.0052  0.8859  1.5542  -3.2266
O  3.6434  -5.0558  9.4848  0.9589  1.8771  -0.3391
O  6.0653  10.6159  10.1803  -1.7915  0.8539  -0.9881
O  4.3515  -1.52  15.9819  -0.7767  -1.7761  0.3781
O  4.3802  5.4607  20.8645  -0.3033  -1.0296  0.617
O  14.1298  2.0663  13.1104  0.4994  -1.363  -0.5771
O  3.2458  -6.0965  16.5921  1.2117  3.0621  -0.296
O  -3.3019  1.96  13.9792  0.0478  -0.1673  -0.0906
O  9.2448  6.0674  18.2837  0.6183  -2.2236  0.3435
O  10.1378  -2.661  19.4168  0.3839  -0.798  -0.1458
O  12.0027  0.7639  18.2914  -5.7106  -1.5784  -1.5916
O  9.2552  1.1871  18.2215  2.8256  -2.6171  0.1968
O  12.1039  6.1223  13.9424  1.298  -1.0416  -0.4498
O  12.2696  -1.9714  20.832  -0.2601  0.6951  -0.4289
O  -5.3043  1.5955  19.3996  -1.1353  -0.8927  2.0678
O  6.9224  -0.3514  13.245  1.5943  -0.1718  -1.7537
O  12.5737  3.6876  14.8723  -0.6597  0.892  1.682
O  -1.5678  3.6964  17.3095  -2.3948  -2.848  0.7404
O  2.426  2.774  17.524  1.3904  -4.9372  1.6569
O  6.4341  8.6395  15.0098  -0.4249  -1.7787  -0.972
O  3.2206  4.1261  24.7429  0.6414  1.6061  0.9741
O  10.2236  -4.8942  15.8788  1.1026  -0.5983  0.2637
O  12.6927  -2.2989  12.4359  0.2864  0.131  -1.2954
O  16.1862  3.2377  14.5827  2.7985  -2.1666  2.0395
O  19.0685  -1.8026  10.2903  -0.0143  -0.933  0.5935
O  7.6169  -2.7201  19.1844  -0.3394  -0.6782  -0.9461
O  13.6812  0.1246  14.7073  -0.6857  -0.1975  0.5529
O  14.3219  0.3129  17.2491  0.5582  0.7058  0.5315
O  13.5831  1.2708  19.7371  5.075  0.4495  1.8664
O  12.7152  7.0076  16.4085  1.4657  0.1296  -0.1882

Results
free energy: -42117.802 eV
free energy less fixed offsets of O -463.61, Si -117.95 eV per atom: 23.178 eV
pressure: -0.46 GPa
stress xx, yy, zz, yz, xz, xy (GPa, positive in tension): 0.57, -1.16, 1.98, -1.06, -0.72, 0.68

The program warned: the forces do not sum to zero within the program's tolerance.
